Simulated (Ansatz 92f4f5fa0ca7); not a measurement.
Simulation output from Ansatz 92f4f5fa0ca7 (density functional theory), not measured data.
Periodic cell of 192 atoms, Si128O64, from a study of silicon, its oxide and their interface. The atomic structure is a simulated model.

Settings
functional: r2SCAN
potential files: Ansatz norm-conserving
basis: plane waves
wave-function cutoff: 1300 eV
density cutoff ratio: 4
exchange-correlation grid ratio: 1
k mesh: 2 x 2 x 1, shifted by 0.5 0.5 0.5 of a step
self-consistency stop: 5e-08 eV per atom in the density residual
occupations: Fermi-Dirac, 0.05 eV
spin: none
net charge: 0

Cell vectors (angstrom)
a, 10.888, 0, 0
b, 0, 10.888, 0
c, 0, 0, 28.1904

Atoms: element, x, y, z (angstrom)
Si, 0.0669, -0.0634, 0.2166
Si, 2.9796, 2.6022, 0.0136
Si, -0.2491, 5.7862, -0.0979
Si, 2.4371, 8.8026, -0.1682
Si, 5.1797, 0.3925, 0.0518
Si, 7.8681, 3.2922, 0.2401
Si, 5.596, 5.3664, 0.2061
Si, 8.5054, 8.0886, 0.0057
Si, 1.3542, 1.5145, 1.362
Si, 4.0758, 4.1187, 1.4364
Si, 1.4179, 6.9625, 1.1044
Si, 4.0115, 9.7203, 1.343
Si, 6.7869, 1.5128, 1.3469
Si, 9.5086, 4.3717, 1.4641
Si, 6.8527, 6.9752, 1.338
Si, 9.5327, 9.5518, 1.5088
Si, -0.0295, 2.8704, 2.694
Si, 2.6756, 0.1299, 2.771
Si, 0.0854, 8.1797, 2.7223
Si, 2.6707, 5.5671, 2.6128
Si, 5.4428, 2.7832, 2.8057
Si, 8.1125, 0.0888, 2.7084
Si, 5.4083, 8.2974, 2.6421
Si, 8.1501, 5.6582, 2.8316
Si, 1.35, 4.1946, 4.0525
Si, 4.0769, 1.4207, 4.1422
Si, 1.3747, 9.5757, 4.0969
Si, 4.0757, 6.873, 4.002
Si, 6.8176, 4.1707, 4.1115
Si, 9.5208, 1.4358, 4.0411
Si, 6.7599, 9.6092, 4.0701
Si, 9.58, 6.91, 4.1562
Si, -0.0265, 0.0372, 5.4158
Si, 2.6979, 2.799, 5.4377
Si, -0.0032, 5.4764, 5.4793
Si, 2.7412, 8.1955, 5.4292
Si, 5.4207, 0.0277, 5.4795
Si, 8.1715, 2.7646, 5.441
Si, 5.4101, 5.5011, 5.4218
Si, 8.1547, 8.2523, 5.4449
Si, 1.3551, 1.372, 6.7777
Si, 4.0826, 4.115, 6.807
Si, 1.3896, 6.8203, 6.8025
Si, 4.0879, 9.5172, 6.828
Si, 6.8166, 1.3782, 6.8
Si, 9.5386, 4.0795, 6.8261
Si, 6.8074, 6.8249, 6.7812
Si, 9.5246, 9.5698, 6.8179
Si, -0.0037, 2.6804, 8.1718
Si, 2.7002, -0.0172, 8.1596
Si, 0.0089, 8.1616, 8.1507
Si, 2.7144, 5.434, 8.1791
Si, 5.44, 2.7122, 8.156
Si, 8.1567, 0.007, 8.1789
Si, 5.4462, 8.1358, 8.1749
Si, 8.1475, 5.429, 8.1587
Si, 1.3797, 4.0122, 9.5171
Si, 4.0882, 1.3179, 9.5101
Si, 1.3652, 9.4857, 9.5464
Si, 4.0937, 6.7563, 9.5394
Si, 6.8155, 4.0287, 9.5382
Si, 9.5345, 1.3163, 9.5523
Si, 6.8182, 9.4861, 9.5161
Si, 9.5577, 6.7552, 9.4971
Si, -0.0137, -0.0723, 10.9187
Si, 2.7298, 2.6438, 10.8966
Si, -0.0142, 5.3246, 10.8599
Si, 2.724, 8.0911, 10.9049
Si, 5.437, -0.0684, 10.8679
Si, 8.1766, 2.6523, 10.9243
Si, 5.4182, 5.3437, 10.8933
Si, 8.2032, 8.112, 10.8457
Si, 1.3617, 1.2817, 12.2596
Si, 4.0858, 3.9546, 12.3015
Si, 1.3741, 6.6303, 12.1982
Si, 4.1071, 9.4494, 12.2525
Si, 6.8067, 1.2485, 12.246
Si, 9.5636, 3.9716, 12.3066
Si, 6.8617, 6.6925, 12.1378
Si, 9.5287, 9.4264, 12.2849
Si, 0.0452, 2.5962, 13.7107
Si, 2.697, -0.1051, 13.608
Si, -0.0083, 7.9278, 13.5363
Si, 2.6814, 5.2907, 13.6492
Si, 5.4632, 2.5584, 13.6519
Si, 8.1319, -0.1072, 13.6516
Si, 5.5469, 8.0265, 13.4876
Si, 8.1232, 5.3317, 13.576
Si, 1.394, 3.9318, 15.1652
Si, 4.0766, 1.204, 15.0217
Si, 1.3908, 9.2408, 14.8357
Si, 4.2314, 6.6288, 14.7911
Si, 6.8433, 3.943, 14.9852
Si, 9.5159, 1.2218, 15.0394
Si, 6.8152, 9.314, 14.98
Si, 9.4882, 6.6223, 14.9525
Si, -0.2454, -0.5644, 16.073
Si, 3.076, 2.7973, 16.4579
Si, -0.2873, 5.1056, 16.3561
Si, 3.0932, 8.1315, 16.0931
Si, 5.1969, -0.4662, 16.2457
Si, 8.3918, 2.8396, 16.3822
Si, 5.2639, 5.1055, 16.2766
Si, 8.3694, 8.1519, 16.3567
Si, 6.8942, -9.8652, 18.5069
Si, 7.0063, -8.1328, 22.4467
Si, 34.3511, 30.5404, 22.4639
Si, -25.9621, -1.4143, 26.1034
Si, -1.4516, 6.3259, 22.87
Si, -0.1748, 2.6111, 20.8187
Si, -9.9508, 20.884, 18.7209
Si, 3.2095, 41.2196, 24.9106
Si, -30.2644, 49.7056, 21.104
Si, 8.121, 0.3935, 24.097
Si, -23.0346, 45.3899, 26.3355
Si, -16.7862, 12.3367, 21.0021
Si, 5.4845, 6.9409, 21.362
Si, 9.7877, 20.3219, 22.5346
Si, -14.8155, 17.3006, 18.6245
Si, -31.5762, 25.5669, 25.9911
Si, -4.0334, 27.1079, 23.7293
Si, -9.9244, 15.2238, 23.0141
Si, -28.1741, 20.4971, 22.4918
Si, 19.5221, 37.2856, 20.4505
Si, 2.3962, 12.3853, 19.3548
Si, -1.668, 21.768, 20.2075
Si, -16.6774, 28.4891, 25.7416
Si, 23.2114, 17.7534, 18.3023
O, -15.7598, 1.5076, -8.4346
O, -12.9852, 24.6731, -1.0141
O, 0.6986, -11.0069, -10.8712
O, 12.4848, 14.9929, -3.7037
O, 10.0614, 11.436, -0.9966
O, -3.8361, 10.2255, -3.4778
O, 1.1517, 42.441, -0.4032
O, 8.7689, 9.8116, -6.8543
O, 3.7929, 7.0357, -3.3501
O, -29.6047, -2.0804, -1.6902
O, -1.3752, 31.0628, -11.4958
O, -10.5443, 15.9173, -1.4352
O, -9.831, 41.0547, -9.506
O, 11.1205, 6.0169, -10.5691
O, -1.2466, 23.1763, -7.304
O, 23.8757, 26.6032, -6.2206
O, -3.0848, 7.5222, 17.7698
O, -3.7971, 3.741, 23.7045
O, -20.2669, 7.3335, 21.7563
O, -11.7419, 3.8972, 20.0957
O, -5.0494, 16.6995, 17.6266
O, 9.5408, -3.9555, 27.6313
O, -9.841, 13.0681, 19.8827
O, 0.2844, 35.6797, 22.3327
O, 0.4424, 20.6079, 22.1404
O, 7.5565, 12.1707, 22.8631
O, 5.9257, 0.1487, 17.5643
O, 8.0821, -21.6646, 19.0877
O, 2.3559, 25.1106, 26.8883
O, 27.7231, 27.3663, 25.0075
O, -17.7088, 9.3106, 16.7252
O, 15.9551, 21.8438, 21.8422
O, 2.7268, -8.7564, 17.9036
O, -4.6292, -14.7268, 19.9398
O, -15.5962, 5.8688, 22.3542
O, -4.9825, 8.0998, 25.8664
O, -18.7535, 20.298, 21.8448
O, -15.9477, 32.2968, 26.9627
O, 8.2751, 38.7149, 23.9514
O, -8.2425, 7.0617, 17.252
O, 9.4247, 21.299, 23.7438
O, 4.1649, -17.7871, 16.7661
O, 15.6367, 17.0024, 27.2016
O, 4.2256, 20.4688, 24.1172
O, -9.066, 19.4871, 24.0817
O, -23.734, 5.9027, 21.3945
O, 14.4215, 12.681, 20.4454
O, 16.3611, 30.1652, 22.0852
O, -13.1728, 23.2123, 25.1936
O, -11.0413, 38.1381, 23.2482
O, -23.1439, -17.8237, 16.8567
O, -30.4289, -0.122, 19.2981
O, -2.976, 59.6359, 19.1268
O, 18.6594, 36.1497, 21.2182
O, -3.3141, 13.1382, 17.6822
O, -1.1826, 51.4477, 22.9373
O, 10.5157, 10.254, 19.5582
O, -6.9185, 17.3561, 21.1037
O, -10.8181, 13.4446, 25.8052
O, 6.7014, 4.2847, 27.8339
O, 12.8063, 6.0054, 19.5712
O, -5.4317, 13.4903, 22.0215
O, -28.5908, 12.3716, 27.6949
O, -24.6466, 19.9007, 26.9366

Results
free energy: -44815.021 eV
free energy less fixed offsets of O -463.61, Si -117.95 eV per atom: -46.381 eV
pressure: 0.24 GPa
stress xx, yy, zz, yz, xz, xy (GPa, positive in tension): -0.83, 0.11, -0.01, -1.94, 0.16, 0.26

Forces (eV/angstrom), in the order of the atoms: element, x, y, z
Si, 0.0443, -0.0121, 0.0337
Si, -0.0069, -0.0197, 0.087
Si, 0.0184, 0.0212, 0.0953
Si, -0.0239, -0.0419, 0.1128
Si, -0.012, 0.0014, 0.0855
Si, -0.024, 0.0106, 0.0788
Si, 0.0188, -0.0004, 0.0688
Si, 0.0259, -0.0457, 0.0485
Si, 0.0121, -0.0142, 0.0154
Si, 0.0082, -0.002, 0.0049
Si, -0.0234, 0.0219, 0.0086
Si, 0.0203, -0.01, -0.0221
Si, 0.0016, -0.0119, 0.011
Si, 0.0006, 0.0101, 0.0024
Si, 0.0155, -0.0207, 0.0045
Si, 0.0162, -0.0038, 0.0168
Si, -0.0245, -0.0204, 0.0132
Si, 0.0021, 0.0004, 0.0048
Si, 0.0064, 0.0095, 0.0242
Si, -0.0089, -0.007, 0.0112
Si, -0.0024, 0.0072, 0.0163
Si, -0.0081, 0.0099, -0.0015
Si, -0.0194, 0.0009, 0.0114
Si, 0.0035, -0.0093, 0.0147
Si, 0.0072, 0.0164, -0.0135
Si, -0.0011, 0.0057, -0.005
Si, 0.0002, -0.011, 0.0025
Si, 0.0139, 0.0105, -0.0059
Si, 0.0082, 0.0013, -0.0078
Si, 0.0133, -0.0011, -0.0012
Si, 0.017, -0.0078, -0.0075
Si, -0.0085, 0.0073, -0.0046
Si, 0.006, 0.0013, 0.008
Si, -0.014, -0.0109, 0.0067
Si, -0.0126, 0.0032, 0.0079
Si, -0.0014, -0.0043, -0.0037
Si, -0.007, 0.0048, 0.0031
Si, -0.0173, 0.0039, -0.0025
Si, -0.0015, 0.0153, 0.0037
Si, 0.0067, 0.0084, 0.0078
Si, -0.0059, -0.0058, -0.0025
Si, 0.0171, 0.0066, -0.0061
Si, 0.0067, 0.0074, -0.0007
Si, 0.0045, -0.0051, -0.0014
Si, 0, -0.0028, 0.0005
Si, 0.0118, -0.0042, 0.0028
Si, 0.008, -0.0137, -0.0033
Si, -0.0098, 0.0072, -0.0079
Si, 0.0008, -0.0069, -0.002
Si, 0.001, -0.0056, -0.0031
Si, -0.002, -0.0186, -0.0067
Si, -0.017, 0.0138, 0.0004
Si, 0.0068, 0.0023, 0.0031
Si, 0.0051, 0.0017, 0.0024
Si, -0.0073, 0.0152, -0.0009
Si, -0.0158, 0.0003, 0.0043
Si, -0.0089, -0.0023, -0.0018
Si, 0.005, 0.0008, -0.0004
Si, -0.0059, 0.0071, -0.0028
Si, 0.0076, -0.023, 0.0077
Si, 0.0011, 0.0002, 0.0059
Si, 0.001, 0.0003, 0.0114
Si, 0.0154, 0.001, 0.0079
Si, 0.0126, 0.0153, 0.0009
Si, -0.0169, 0.0033, -0.0008
Si, -0.0119, 0.005, 0.0073
Si, -0.0019, -0.0115, -0.0022
Si, -0.0029, 0.0172, -0.0044
Si, -0.0064, -0.0116, 0.0081
Si, 0.0056, 0.0047, -0.007
Si, -0.0189, -0.0043, -0.0082
Si, 0, -0.005, 0.0027
Si, 0.0066, -0.0198, 0.0147
Si, 0.024, 0.0147, 0.0025
Si, -0.0118, -0.0052, -0.0131
Si, -0.0158, -0.012, 0.0064
Si, 0.0166, 0.0222, 0.0039
Si, -0.0052, 0.0032, -0.0096
Si, 0.0201, -0.0025, -0.0067
Si, 0.0117, -0.0065, 0.0079
Si, -0.0072, 0.0051, -0.0105
Si, 0.0149, 0.0035, 0.0034
Si, -0.0062, -0.0197, -0.0156
Si, 0.0003, -0.0098, -0.019
Si, -0.0105, -0.012, -0.0121
Si, -0.009, -0.0076, -0.0062
Si, -0.0088, 0.0017, -0.0008
Si, 0.0002, 0.0076, -0.0121
Si, -0.0007, 0.0197, 0.0056
Si, 0.0043, 0.0035, 0.0097
Si, 0.0103, -0.0091, -0.0238
Si, -0.0059, -0.0047, -0.0144
Si, 0.0173, 0.008, 0.0044
Si, 0.0259, -0.0024, 0.0061
Si, 0.0017, 0.0065, 0.0044
Si, -0.0018, -0.0106, 0.0187
Si, -0.0568, -0.0276, -0.0436
Si, 0.0126, 0.0296, -0.07
Si, -0.0231, -0.0127, -0.0836
Si, 0.0246, 0.0218, -0.0217
Si, -0.0236, -0.0305, -0.0763
Si, -0.0056, 0.0387, -0.0719
Si, -0.0312, -0.0263, -0.0464
Si, -0.0027, 0.0056, -0.1017
Si, -0.025, 0.0097, -0.1383
Si, 0.0107, 0.0148, 0.0111
Si, -0.0027, 0.0001, 0.0378
Si, -0.0052, 0.0217, 0.1106
Si, -0.0135, -0.0108, 0.0169
Si, -0.0081, -0.005, -0.0267
Si, 0.0013, 0.0077, -0.0883
Si, -0.0265, -0.0005, 0.1337
Si, 0.0048, 0.0245, -0.0402
Si, -0.0009, -0.0206, 0.0678
Si, -0.0046, -0.0163, 0.1169
Si, 0.0082, 0.0159, -0.0661
Si, -0.0026, -0.0034, -0.0236
Si, 0.0136, 0.0005, 0.0282
Si, -0.0201, 0.026, -0.1671
Si, 0.0087, 0.0221, 0.1522
Si, -0.0144, 0.0274, 0.0582
Si, -0.0109, 0.0022, 0.0421
Si, 0.0008, 0.0156, 0.0377
Si, 0.01, -0.0093, -0.0582
Si, 0.0138, 0.0227, -0.1
Si, -0.0072, 0.0163, -0.076
Si, -0.0011, -0.032, 0.1205
Si, 0.0073, -0.0084, -0.1319
O, -0.0314, -0.0048, 0.0677
O, 0.009, -0.0198, -0.0701
O, 0.0076, 0.0233, 0.0875
O, 0.0219, 0.0087, -0.0773
O, -0.0456, 0.0371, -0.087
O, 0.0073, 0.0142, -0.0636
O, -0.003, 0.0174, -0.0446
O, 0.0099, -0.0058, 0.0089
O, -0.0094, 0.0041, -0.041
O, 0.0053, -0.0034, -0.1434
O, 0.0158, 0.0207, 0.0198
O, 0.0225, -0.0455, -0.1099
O, 0.012, -0.02, 0.0399
O, 0.0282, 0.0497, 0.0858
O, 0.0029, 0.0027, 0.0164
O, 0.0061, -0.0074, 0.004
O, -0.0289, -0.0472, 0.1153
O, 0.0135, -0.0083, -0.0245
O, 0.0038, -0.0155, 0.007
O, 0.0069, -0.004, 0.0171
O, 0.0457, 0.0374, 0.111
O, -0.021, 0.0085, -0.0443
O, -0.0126, 0.0058, 0.0293
O, -0.0023, 0.0046, 0.0047
O, -0.0053, -0.0026, -0.005
O, -0.016, 0.0192, -0.0244
O, 0.0344, 0.0366, 0.0971
O, 0.0407, -0.0118, 0.0421
O, -0.0341, 0.0244, -0.1125
O, 0.0146, -0.0122, -0.0384
O, -0.0152, 0.0002, 0.0174
O, -0.0003, -0.0335, 0.0217
O, 0.0027, -0.0296, 0.0991
O, -0.0132, 0.0036, 0.0588
O, -0.0023, 0.0029, -0.0201
O, -0.0175, -0.0106, -0.0544
O, 0.0034, 0.0052, -0.0102
O, 0.0472, -0.031, -0.0939
O, 0.0063, -0.0056, -0.0268
O, -0.0073, -0.0269, 0.0558
O, 0.0151, -0.0111, -0.0229
O, 0.0134, -0.0002, 0.017
O, -0.0004, 0.0193, -0.105
O, 0.0024, 0.0118, -0.0483
O, -0.0031, 0.0077, -0.0443
O, 0.0132, 0.0099, 0.019
O, 0.0087, 0.0087, 0.0359
O, 0.0037, 0.0042, 0.0004
O, -0.0167, -0.003, -0.05
O, -0.0084, -0.0146, -0.0137
O, -0.0027, -0.0096, 0.0398
O, 0.0011, -0.0037, 0.0384
O, 0.0125, -0.0108, 0.0355
O, 0.003, -0.003, 0.0194
O, -0.0164, -0.0266, 0.0789
O, -0.0085, -0.0023, -0.0018
O, -0.0307, 0.003, 0.0563
O, 0.0036, 0.0058, 0.0167
O, 0.0038, -0.0113, -0.0558
O, 0.0077, 0.0042, -0.0422
O, -0.0146, -0.0059, 0.0648
O, -0.0005, 0.0041, -0.0101
O, -0.0052, 0.0098, -0.0475
O, -0.0147, 0.03, -0.0771
